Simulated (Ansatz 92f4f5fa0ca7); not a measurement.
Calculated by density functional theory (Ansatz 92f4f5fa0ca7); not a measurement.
Periodic cell of 223 atoms, Si132O90B1, from a study of silicon, its oxide and their interface. The atomic structure is a simulated model.
Doubt: the cutoff is far below the 930 eV that the study's wrapper takes by default for these files, so forces and energies are approximate.
This geometry differs little from another in the collection (a relaxation step or a small displacement).

Settings: functional PBE; potential files Ansatz PAW; basis plane waves; wave-function cutoff 580 eV; density cutoff ratio 5; exchange-correlation grid ratio 1; k mesh 1 x 1 x 1, Gamma-centred; self-consistency stop 5e-08 eV per atom in the density residual; occupations fixed; spin none; net charge -1 e, with a uniform compensating background and no finite-size correction.

Cell vectors (angstrom)
a 10.938 0 0
b 0 10.938 0
c 0 0 32.1988

Atoms: element, x, y, z (angstrom)
Si 10.5882 0.2267 24.8775
Si 5.744 10.6811 24.75
Si 2.4863 2.9176 24.6475
Si 8.4297 2.4673 24.8396
Si 0.2822 5.1687 24.7647
Si 5.1601 5.7517 24.6901
Si 2.9378 8.0106 24.6034
Si 7.945 8.4376 24.7406
Si 1.335 1.3836 26.0435
Si 6.8511 1.3082 26.133
Si 4.0517 4.1075 25.9935
Si 9.6151 4.0609 26.0966
Si 1.4048 6.828 26.0105
Si 6.7725 6.8529 26.0318
Si 4.108 9.5353 26.0065
Si 9.4672 9.5704 26.1595
Si 2.7312 -0.0078 27.3571
Si 8.1635 -0.0224 27.5749
Si 0.0159 2.7149 27.5013
Si 5.4436 2.7437 27.3773
Si 2.7354 5.4654 27.4418
Si 8.189 5.471 27.3665
Si -0.0031 8.1814 27.3856
Si 5.4452 8.1978 27.4606
Si 4.0837 1.365 28.7612
Si 9.5832 1.3514 28.861
Si 1.3727 4.1048 28.8282
Si 6.8325 4.1006 28.7583
Si 4.104 6.8161 28.8213
Si 9.5594 6.8232 28.7668
Si 1.3691 9.5641 28.7534
Si 6.7918 9.5417 28.8761
Si 0.0254 -0.0275 30.1852
Si 5.4303 0.0094 30.1822
Si 2.7412 2.7248 30.1755
Si 8.1961 2.7451 30.1622
Si -0.0167 5.4663 30.1623
Si 5.4875 5.4538 30.1749
Si 2.7261 8.2063 30.1487
Si 8.2091 8.1738 30.1858
Si 1.3812 1.3533 31.5578
Si 6.8304 1.3731 31.5231
Si 4.1186 4.0874 31.5451
Si 9.5668 4.0978 31.5422
Si 1.3612 6.8394 31.5114
Si 6.8524 6.8106 31.5671
Si 4.0801 9.5661 31.5465
Si 9.5849 9.5473 31.5478
Si 2.743 -0.0089 0.7436
Si 8.2025 0.002 0.6868
Si -0.0012 2.7292 0.7164
Si 5.4885 2.7248 0.723
Si 2.7418 5.4879 0.6845
Si 8.221 5.4444 0.7453
Si 0.0191 8.1795 0.7175
Si 5.4706 8.2048 0.7115
Si 4.1353 1.3581 2.098
Si 9.5621 1.3492 2.0792
Si 1.3795 4.1263 2.0534
Si 6.8546 4.0712 2.1112
Si 4.1138 6.8318 2.0874
Si 9.5969 6.8216 2.0961
Si 1.3866 9.5366 2.0931
Si 6.8337 9.5921 2.0713
Si -0.0062 -0.039 3.4146
Si 5.4965 0.0045 3.5075
Si 2.7745 2.7783 3.3986
Si 8.1966 2.6847 3.4963
Si 0.0353 5.4651 3.4772
Si 5.4892 5.4603 3.4491
Si 2.7735 8.2022 3.4907
Si 8.2078 8.2168 3.4045
Si 1.3914 1.3789 4.6617
Si 6.8407 1.3401 4.9578
Si 4.1399 4.0984 4.8381
Si 9.5875 4.0655 4.8042
Si 1.4225 6.8299 4.8626
Si 6.8555 6.8631 4.7743
Si 4.1415 9.5808 4.8941
Si 9.5594 9.5427 4.806
Si 2.7431 0.1211 6.1118
Si 8.2199 -0.079 6.2924
Si 0.0522 2.6677 6.079
Si 5.4617 2.7435 6.3209
Si 2.8034 5.4742 6.2355
Si 8.2383 5.4907 6.1099
Si 0.0003 8.1818 6.1731
Si 5.5437 8.2076 6.2561
Si 3.7915 1.6347 7.6426
Si 9.8512 1.1319 7.4735
Si 1.5612 3.8593 7.4018
Si 6.6732 4.4241 7.4953
Si 4.4097 6.6281 7.5749
Si 9.4603 6.9234 7.5302
Si 1.1359 9.8926 7.3194
Si 7.192 9.1877 7.6846
O 8.2981 8.0173 7.9195
O 2.6756 2.7866 8.0389
O 9.5236 1.3523 24.2758
O 4.0541 6.867 24.1234
O 0.0368 0.017 7.9854
O 5.5487 5.514 8.0464
O 6.8538 9.5701 24.2007
O 1.3741 4.06 24.1702
O 3.8671 7.3813 8.9519
O 0.6093 4.4639 8.5369
O 9.9773 6.2407 8.8932
O 2.0566 9.2821 8.5186
O 7.5089 3.9169 8.8243
O 4.261 0.9515 9.0836
O 6.746 9.5497 9.2266
O 9.2021 1.8328 8.8183
O 7.7154 3.156 23.5302
O 10.5078 5.8488 23.4524
O 5.0998 0.439 23.4072
O 5.8722 5.0982 23.3538
O 3.115 2.2116 23.2783
O 2.2979 8.7294 23.2339
O 8.6268 7.7553 23.3983
O 0.2283 10.3377 23.5974
Si 4.4011 1.5744 22.4736
Si 3.4535 7.9528 13.9902
Si 7.111 0.9602 14.6491
Si 0.9454 9.365 22.5285
Si 1.1202 4.351 11.6548
Si 6.2286 8.9621 15.3016
Si 0.7016 1.3737 12.167
Si 8.644 4.9567 20.4971
B 0.366 5.7092 9.2723
Si 5.0976 3.1327 17.9315
Si 0.883 3.7858 16.6645
Si 10.4108 2.8509 19.1816
Si 5.275 1.1852 10.36
Si 0.8905 0.1833 19.8439
Si 6.6212 9.4558 10.8564
Si 9.3491 9.6846 18.3126
Si 9.3498 9.2537 12.566
Si 6.5868 3.8494 22.5879
Si 2.3452 7.9026 9.3428
Si 10.596 7.3835 17.0522
Si 2.5154 6.3082 16.5512
Si 10.1665 4.519 14.0853
Si 6.14 9.1815 18.4991
Si 7.9801 2.5712 9.6003
Si 8.8981 2.1251 12.4579
Si 5.3366 6.2454 18.0472
Si 3.934 0.559 19.4674
Si 4.2357 3.8376 12.0336
Si 5.5016 6.6009 12.112
Si 8.0171 2.5014 17.2099
Si 4.3566 2.5005 14.947
Si 1.5452 1.2367 15.1614
Si 1.5304 9.3836 11.9727
Si 8.0032 6.8473 13.8439
Si 10.3721 9.8593 15.4592
Si 9.8163 7.0154 22.5584
Si 8.1232 5.4875 17.3963
O 6.0218 7.9561 11.2798
O 5.9904 9.1963 16.8879
O 7.695 1.3266 13.1838
O 1.0097 1.7606 13.7277
O 9.4136 6.2922 16.8552
O 6.705 6.2053 13.1297
O 5.1097 4.6693 18.6071
O 9.2225 2.1329 18.2731
O 2.3774 0.0919 19.0872
O 9.4291 10.2522 16.7632
O 2.7544 4.3817 11.665
O 5.0753 10.3214 19.109
O 9.4226 3.1817 13.5562
O 0.4762 1.7795 19.9192
O 3.1721 1.3614 15.0801
O 8.1762 5.3987 19.0159
O 3.9032 6.6218 17.3584
O 4.582 3.2884 16.3792
O 9.0027 5.6459 14.2665
O 5.4646 2.7626 22.1398
O 10.7483 4.2986 15.583
O 0.3179 3.8647 18.2016
O 10.4262 10.5166 19.2292
O 9.5848 10.0294 14.0336
O 10.912 8.128 22.0945
O 1.135 2.2024 16.406
O 9.7592 3.7645 20.3768
O 8.1961 4.0287 16.686
O -0.0898 9.1199 11.9173
O 6.5913 2.4507 18.0065
O 5.5526 10.7039 11.1879
O 7.7537 9.5893 18.8215
O 10.0401 1.0061 12.0549
O 1.3679 6.7279 8.9002
O 0.5178 4.7934 13.1339
O 5.7146 7.6174 18.9708
O 5.1974 5.0859 11.5035
O 2.6832 7.0156 15.0957
O 0.8538 2.7449 11.3152
O 0.8399 10.7249 15.4746
O 2.2776 8.4388 10.8873
O 4.6984 2.4197 11.3019
O 4.2179 3.5375 13.6786
O 2.2367 4.6928 16.4868
O 10.7194 8.2772 15.6855
O 6.8858 10.2992 14.678
O 2.3271 8.9876 13.3746
O 8.0155 1.5149 15.909
O 4.0906 7.0034 12.8345
O 4.1868 2.01 18.7206
O 7.3197 4.4086 21.2604
O 8.4246 2.9287 11.127
O 1.1791 6.8637 17.3432
O 5.6661 1.6232 14.7221
O 8.0931 9.7672 11.5953
O 9.2198 6.2846 21.2397
O 8.9143 7.7253 12.8552
O 1.6361 0.0899 11.7404
O 6.644 6.1188 17.0516
O 7.3541 7.7961 15.0297
O 1.2101 10.3157 21.2353
O 10.0503 8.2108 18.3431
O 3.9641 0.8567 21.0821
O 0.4179 5.4086 10.689
O 6.7039 1.571 9.6775
O 4.7408 8.7184 14.6655

Results
free energy: -135249.994 eV
free energy less fixed offsets of B -154.04, O -568.88, Si -635.61 eV per atom: 3.766 eV

Forces (eV/angstrom), in the order of the atoms: element, x, y, z
Si 0.0066 -0.0052 -0.0253
Si -0.0052 0.0014 -0.0272
Si 0.0048 -0.0041 -0.0281
Si -0.0009 0.0064 -0.0268
Si -0.0056 0.0036 -0.026
Si 0.009 -0.0032 -0.0245
Si -0.0004 0.0062 -0.0266
Si 0.0031 -0.0054 -0.0298
Si 0.0051 -0.0083 0.0042
Si -0.0076 0.0085 -0.0001
Si 0.0048 -0.0034 0.0044
Si -0.0068 0.0061 0.0028
Si -0.0028 0.0032 0.0035
Si 0.0036 -0.0059 0.0053
Si -0.0029 0.0047 0.0051
Si 0.0111 -0.0059 0.0004
Si 0.0025 -0.0014 0.0145
Si 0.0024 0.0019 -0.0164
Si -0.001 -0.0008 -0.0139
Si 0.0005 0.0015 0.0133
Si -0.0014 -0.002 -0.0024
Si 0.0007 0.0008 0.013
Si 0.0008 0.0009 0.0125
Si 0.0017 0.0027 -0.0083
Si -0.0048 -0.0039 -0.0172
Si 0.008 0.0019 0.0315
Si 0.0001 0.0104 0.0201
Si 0.0004 0.0032 -0.0175
Si 0.0035 -0.0006 0.0128
Si -0.0026 -0.0086 -0.0139
Si 0.0079 0.0008 -0.0173
Si -0.0256 -0.0079 0.0338
Si -0.0092 0.0025 -0.0019
Si 0.0112 -0.0089 -0.003
Si 0.0042 0.0032 0.0004
Si 0.0007 -0.003 0.0017
Si 0.0043 -0.0021 -0.0004
Si -0.0052 0.0005 -0.0021
Si -0.0011 -0.005 0.0027
Si 0.0018 0.0083 -0.003
Si -0.0021 0.0003 -0.0038
Si 0.0036 -0.0012 -0.0008
Si 0.0023 0.0023 -0.0001
Si -0.0001 -0.001 -0.0071
Si 0.0049 -0.0003 0.0007
Si -0.0024 -0.0012 -0.0058
Si 0 0.0015 -0.0085
Si -0.0009 -0.0013 -0.0002
Si 0.0078 -0.0012 0
Si -0.0028 -0.0039 0.0024
Si -0.0023 0.0071 0.0022
Si -0.0023 -0.0005 -0.0014
Si -0.0047 0.0021 0.0051
Si 0.0051 -0.0005 0.0016
Si -0.0018 0 -0.0023
Si 0.0014 0.0058 0.0041
Si -0.0023 0.0066 0.0033
Si -0.0093 -0.0028 -0.01
Si 0.022 -0.0033 0.0066
Si -0.0086 0.0075 -0.0096
Si -0.0075 -0.0138 -0.0083
Si -0.0024 0.0136 0.0017
Si -0.0184 -0.0023 -0.0043
Si 0.0163 -0.0006 0.0022
Si -0.0114 -0.0212 -0.024
Si 0.0059 -0.0015 0.0212
Si 0.0062 0.0326 -0.0363
Si -0.004 -0.026 0.014
Si 0.0072 -0.0012 -0.0034
Si -0.0149 -0.0066 -0.0072
Si 0.017 0.0187 0.0179
Si -0.0108 -0.0022 -0.0121
Si 0.0057 0.0009 0.0219
Si -0.0126 0.0055 -0.0197
Si -0.0107 -0.0081 0.0058
Si -0.0026 0.0228 0.0241
Si -0.0226 -0.0173 0.0007
Si 0.0192 0.0364 0.0243
Si -0.0034 -0.0095 -0.0025
Si -0.0097 -0.0094 0.0132
Si 0.0236 -0.0101 0.0043
Si 0.0084 -0.0015 0.014
Si -0.0322 -0.0027 -0.0134
Si 0.0077 0.0003 0.0079
Si 0.0241 0.0194 -0.0071
Si 0.0168 -0.0215 -0.0317
Si 0.0367 0.0399 -0.0187
Si -0.0084 0.0114 -0.0095
Si 0.008 -0.0167 0.0448
Si 0.0025 0.0243 0.0393
Si 0.0381 -0.0202 0.0941
Si 0.0126 -0.0171 0.0186
Si 0.0013 -0.0092 0.0186
Si 0.0384 -0.1362 -0.0689
Si -0.0002 -0.0175 0.0286
Si -0.1308 0.0704 -0.0744
O 0.0651 0.047 0.1373
O -0.0344 0.0419 -0.0742
O -0.002 0.0006 0.0082
O -0.0015 -0.0001 0.0075
O -0.0155 -0.0133 -0.0247
O -0.0285 0.0102 -0.002
O 0.002 0.001 0.0093
O 0.0023 0.0003 0.0083
O -0.0073 -0.0045 -0.015
O 0.0135 -0.041 -0.021
O 0.0366 -0.0158 0.0493
O -0.0055 -0.0085 -0.0178
O -0.001 0.01 -0.0038
O -0.0189 0.0066 -0.0436
O -0.0057 0.0164 -0.041
O 0.0174 -0.0168 -0.0317
O 0.0136 -0.0115 0.0184
O 0.0105 -0.0115 0.0165
O 0.0105 -0.0111 0.0182
O -0.0085 0.0099 0.0125
O -0.0123 0.0096 0.0174
O 0.0139 -0.0116 0.0156
O -0.013 0.0106 0.0181
O -0.0077 0.0099 0.0165
Si 0.0039 0.0005 -0.0145
Si 0.0013 -0.0017 0.0025
Si -0.0028 -0.0008 -0.0055
Si -0.0037 0.0004 -0.0132
Si 0.0139 -0.023 0.0189
Si 0.0003 0.004 -0.0051
Si -0.0028 0.0014 -0.0048
Si 0.0038 -0.0031 -0.0003
B -0.0318 0.0225 -0.0058
Si 0.0003 0.0009 0.0039
Si 0.0036 0.0039 -0.0047
Si 0.0006 -0.0025 0.0014
Si 0.0095 0.0187 0.0172
Si -0.0028 0.0035 -0.0034
Si -0.0038 -0.0024 0.0215
Si -0.0016 -0.0015 0.0038
Si 0.0092 -0.0025 0.007
Si -0.0007 -0.0002 -0.0099
Si 0.0053 0.0174 0.0301
Si -0.0029 -0.0013 -0.0016
Si -0.0011 0.0005 0.0015
Si -0.0045 0.0009 -0.0025
Si 0.0022 -0.001 0.0079
Si -0.0145 0.0004 0.0242
Si -0.0015 -0.0018 -0.0023
Si 0.0016 0 0.0021
Si 0.0011 -0.0037 -0.0079
Si -0.0009 -0.0009 -0.0066
Si -0.0047 -0.0111 0.0013
Si -0.0004 0.0063 -0.0028
Si 0.0019 -0.0074 -0.0017
Si 0.0051 -0.0008 -0.0058
Si -0.0045 0.0183 0.0043
Si 0.0007 0.0013 -0.0052
Si -0.0005 -0.0063 0.0024
Si 0.0025 0.0005 -0.0116
Si -0.0017 0.0011 -0.008
O 0.0067 0.0145 -0.0002
O -0.0001 -0.001 -0.0073
O 0.0029 0.0014 0.0028
O -0.0051 -0.0034 -0.0096
O -0.0003 0.0005 0.0032
O -0.0113 0.0013 -0.0029
O -0.0007 -0.0014 -0.0017
O 0.001 -0.0002 -0.0007
O 0.0003 0.0001 0.0012
O 0.003 0.0018 -0.0041
O -0.0104 0.002 0.0025
O -0.0007 0.002 -0.0007
O 0.0032 -0.0007 0.0071
O -0.0005 0.0001 -0.0041
O -0.0033 0.0043 0.0065
O 0.0006 -0.0011 0.0031
O -0.0059 -0.0003 -0.0023
O -0.0016 -0.0029 -0.006
O 0.0023 -0.0016 0.0052
O 0.0002 -0.0001 -0.001
O -0.0048 0.0011 -0.0067
O 0.0006 -0.0004 -0.0027
O 0.001 -0.0003 -0.0016
O -0.0039 -0.0022 -0.0093
O 0.0001 -0.0005 -0.0004
O -0.0001 -0.0035 -0.0007
O -0.0033 0.0039 -0.0025
O 0 -0.0019 0.0058
O 0.0059 -0.0029 0.0052
O 0.0013 -0.0002 -0.0003
O -0.0034 0.0052 0.0057
O -0.001 0.0001 -0.0031
O 0.0034 0.002 0.0083
O 0.0054 0.0013 0.0018
O 0.0006 -0.0022 -0.0055
O -0.0001 0.0014 -0.0048
O 0.0006 -0.0006 0.0057
O 0.0036 0.0052 -0.0048
O 0.0009 0.0049 0.005
O 0 0.0022 0.0028
O 0.009 -0.0192 -0.0299
O 0.0028 -0.0114 -0.0008
O 0.002 0.0041 -0.0012
O -0.0019 -0.003 0.0045
O 0.0006 0.0051 0.0007
O 0.001 0.0051 0.0075
O -0.0097 0.0029 -0.0064
O -0.0045 -0.0061 -0.0029
O 0.0075 -0.0055 -0.0013
O -0.0008 -0.0001 0.0006
O -0.0065 -0.0042 0.0059
O -0.007 0.0005 -0.0177
O 0.0022 -0.0015 -0.0011
O -0.0002 0.0072 0.0054
O -0.014 -0.0024 -0.0031
O 0.0044 0.0066 0.0051
O 0.0011 0.0068 0.0029
O 0.0009 -0.0078 0.0068
O 0.0025 -0.0009 0.0029
O 0.0037 -0.0062 0.0017
O -0.0005 -0.0079 0.0088
O 0.0016 0.0002 -0.0014
O 0.0035 0.0056 0.0123
O 0.0038 0.0072 -0.0223
O 0.0032 -0.0002 0.006
O -0.0068 -0.0011 0.0035

The program warned: the cutoff lies below the one the program advises for these potential files; the forces do not sum to zero within the program's tolerance; the exchange-correlation potential is rough where the density is thin.
